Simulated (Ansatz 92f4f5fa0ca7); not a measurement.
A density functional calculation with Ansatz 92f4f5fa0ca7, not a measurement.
Periodic cell of 408 atoms, Si264O144, from a study of silicon, its oxide and their interface. The atomic structure is a simulated model.
Doubt: the cutoff is far below the 930 eV that the study's wrapper takes by default for these files, so forces and energies are approximate.
This geometry differs little from another in the collection (a relaxation step or a small displacement).

Settings: functional PBE; potential files Ansatz PAW; basis plane waves; wave-function cutoff 580 eV; density cutoff ratio 5; exchange-correlation grid ratio 1; k mesh 1 x 1 x 1, Gamma-centred; self-consistency stop 5e-08 eV per atom in the density residual; occupations fixed; spin none; net charge 0.

Cell vectors (angstrom)
a	15.4687	0	0
b	0	12.8259	0
c	0	0	36.3552

Atoms and the computed forces on them: element, x, y, z (angstrom), force x, y, z (eV/angstrom)
Si	0.001	1.167	33.67	0	0.005	0.002
Si	3.885	1.167	33.686	-0.004	0.001	0.004
Si	7.761	1.165	33.697	0.002	0	0
Si	11.622	1.166	33.67	-0.002	0	-0.003
Si	1.912	7.577	33.677	-0.003	0.01	0.003
Si	5.786	7.574	33.715	-0.005	0.004	0.001
Si	9.644	7.577	33.685	0.001	0.007	0.004
Si	13.524	7.576	33.68	0.005	0.001	0.007
Si	1.934	5.247	34.088	0.068	0.017	0.022
Si	5.801	5.247	34.088	0.104	-0.088	-0.113
Si	9.668	5.247	34.088	-0.106	0.009	0.075
Si	13.535	5.247	34.088	0.131	-0.087	-0.003
Si	0	11.66	34.088	-0.019	-0.056	-0.164
Si	3.867	11.66	34.088	0.125	0.062	0.055
Si	7.734	11.66	34.088	0	-0.094	-0.15
Si	11.602	11.66	34.088	0.057	-0.004	-0.091
Si	0	4.664	35.325	-0.017	0.006	-0.008
Si	3.867	4.664	35.325	-0.044	-0.028	-0.035
Si	7.734	4.664	35.325	0.014	0.001	0.007
Si	11.602	4.664	35.325	0.016	-0.026	-0.041
Si	1.934	11.077	35.325	-0.012	-0.04	-0.043
Si	5.801	11.077	35.325	-0.018	0.019	0
Si	9.668	11.077	35.325	-0.012	-0.045	-0.05
Si	13.535	11.077	35.325	-0.013	0.006	-0.023
Si	0	2.332	35.737	-0.041	-0.018	-0.021
Si	3.867	2.332	35.737	0.024	0.017	0.087
Si	7.734	2.332	35.737	0.06	0.028	0.157
Si	11.602	2.332	35.737	0.056	-0.021	-0.033
Si	1.934	8.745	35.737	-0.059	0.007	0.011
Si	5.801	8.745	35.737	-0.02	0.074	0.254
Si	9.668	8.745	35.737	-0.035	0.023	0.084
Si	13.535	8.745	35.737	-0.002	0	0.038
Si	1.934	1.749	0.619	-0.032	-0.006	-0.024
Si	5.801	1.749	0.619	-0.009	-0.002	0.002
Si	9.668	1.749	0.619	0.006	0.017	-0.004
Si	13.535	1.749	0.619	0.003	0.013	-0.006
Si	0	8.162	0.619	-0.007	-0.01	-0.005
Si	3.867	8.162	0.619	0.003	0.005	0.001
Si	7.734	8.162	0.619	-0.018	0	0.014
Si	11.602	8.162	0.619	0.011	-0.007	-0.018
Si	0	5.83	1.031	0.015	-0.02	0.002
Si	3.867	5.83	1.031	0.049	-0.004	0.004
Si	7.734	5.83	1.031	-0.019	0.008	0.037
Si	11.602	5.83	1.031	-0.009	-0.006	-0.002
Si	1.934	12.243	1.031	0.004	0.032	0.021
Si	5.801	12.243	1.031	0.011	-0.032	-0.017
Si	9.668	12.243	1.031	0.001	0.014	0.017
Si	13.535	12.243	1.031	0.005	-0.007	0.002
Si	1.934	5.247	2.268	-0.045	-0.012	0.073
Si	5.801	5.247	2.268	-0.087	-0.061	-0.17
Si	9.668	5.247	2.268	0.105	-0.027	-0.075
Si	13.535	5.247	2.268	0.058	-0.017	-0.045
Si	0	11.66	2.268	-0.043	0.01	-0.009
Si	3.867	11.66	2.268	0.057	-0.005	-0.107
Si	7.734	11.66	2.268	-0.039	0.015	-0.015
Si	11.602	11.66	2.268	0.032	0.014	-0.03
Si	1.934	2.915	2.68	0.026	-0.035	-0.035
Si	5.801	2.915	2.68	0.016	0	0.009
Si	9.668	2.915	2.68	0.002	-0.039	-0.012
Si	13.535	2.915	2.68	0.002	-0.014	0.024
Si	0	9.328	2.68	0.004	0.074	0.074
Si	3.867	9.328	2.68	0.009	0.033	0.038
Si	7.734	9.328	2.68	0.021	0.053	0.074
Si	11.602	9.328	2.68	-0.014	0.017	0.041
Si	0.416	-0.061	27.09	0.021	-0.029	-0.026
Si	3.464	0.178	26.427	-0.024	0.065	-0.007
Si	7.984	-0.095	27.036	0.022	-0.036	-0.018
Si	11.16	-0.075	27.018	-0.011	-0.049	-0.015
Si	2.014	4.09	27.388	-0.022	0.03	0.028
Si	5.383	6.65	27.025	-0.027	-0.039	0.006
Si	9.965	6.13	26.675	0.023	-0.001	0.03
Si	13.109	6.686	27.039	0.016	0.004	-0.009
Si	2.175	6.408	27.276	0.015	-0.004	-0.011
Si	5.968	3.732	27.413	0.001	0.029	-0.012
Si	9.925	3.895	27.412	0.008	0.042	0
Si	13.628	3.736	27.669	0.01	0.065	-0.071
Si	0.152	10.448	27.516	0.012	0.042	0.004
Si	3.82	10.124	27.317	-0.015	0.102	0.017
Si	7.779	10.399	27.383	-0.009	0.039	0.027
Si	11.569	10.416	27.276	0.005	0.048	0.043
Si	0.175	3.401	28.744	0.025	-0.021	0
Si	3.944	3.571	28.699	-0.006	-0.065	0.041
Si	7.918	3.348	28.646	0.012	-0.011	-0.008
Si	11.665	3.438	28.896	-0.034	-0.011	0.009
Si	1.996	9.866	28.814	-0.009	-0.021	0.009
Si	5.803	9.951	28.63	0.043	-0.013	-0.004
Si	9.701	9.93	28.704	-0.003	-0.024	-0.018
Si	13.534	9.947	28.609	-0.019	-0.017	-0.022
Si	0.092	1.088	29.151	-0.012	0.027	0.009
Si	3.945	1.311	29.324	-0.017	0.066	0.01
Si	7.8	1.054	29.14	0.005	0.015	0.006
Si	11.59	1.079	29.115	0.007	0.015	0.014
Si	1.926	7.576	29.284	-0.001	-0.001	-0.013
Si	5.75	7.646	29.137	0.003	0.004	0.012
Si	9.55	7.68	29.297	-0.03	0.006	0.004
Si	13.439	7.622	29.164	-0.019	-0.004	-0.011
Si	1.989	0.572	30.44	0.014	0.01	0.005
Si	5.875	0.601	30.444	-0.022	0.011	0.005
Si	9.704	0.542	30.422	-0.012	0.012	0.011
Si	13.561	0.533	30.317	0.006	0.017	-0.001
Si	-0.069	6.969	30.361	0.003	0	0.007
Si	3.881	7.034	30.452	-0.001	-0.02	0.03
Si	7.637	6.988	30.435	0.016	-0.002	-0.024
Si	11.54	7.01	30.416	0.024	0.005	-0.008
Si	0.049	4.639	30.772	0.002	-0.001	-0.006
Si	3.913	4.702	30.785	0	0.043	-0.034
Si	7.772	4.619	30.701	0	0.018	0.015
Si	11.616	4.679	30.872	0.005	0	-0.015
Si	1.992	11.075	30.834	0.003	0.002	-0.008
Si	5.811	11.083	30.738	-0.006	0.004	-0.002
Si	9.696	11.061	30.793	-0.003	0	-0.008
Si	13.544	11.047	30.728	0.002	-0.005	0.008
Si	1.977	4.098	32.022	-0.017	-0.01	0.006
Si	5.845	4.076	32	0.017	-0.012	0.006
Si	9.66	4.083	32.035	-0.006	-0.005	0.001
Si	13.578	4.064	32.029	-0.004	-0.007	0.009
Si	0.008	10.484	32.002	0.003	-0.003	0.008
Si	3.914	10.49	32.04	-0.004	-0.005	0.016
Si	7.736	10.483	32	0	-0.006	0.012
Si	11.625	10.482	32.019	0.002	0	0.009
Si	1.951	1.768	32.469	-0.005	-0.01	-0.006
Si	5.839	1.761	32.485	0.004	-0.006	-0.001
Si	9.683	1.75	32.452	0.001	0.002	-0.005
Si	13.546	1.722	32.394	-0.002	0.006	0.002
Si	-0.024	8.15	32.424	0.001	-0.012	-0.004
Si	3.869	8.176	32.496	0.001	-0.003	-0.017
Si	7.69	8.159	32.478	0	-0.007	0.001
Si	11.579	8.166	32.471	-0.005	-0.012	-0.011
Si	0	2.332	3.917	-0.031	0.026	0.097
Si	3.867	2.332	3.917	-0.154	-0.035	-0.192
Si	7.734	2.332	3.917	0.088	-0.113	-0.261
Si	11.602	2.332	3.917	0.035	0.12	0.148
Si	1.934	8.745	3.917	-0.039	-0.06	0.19
Si	5.801	8.745	3.917	-0.18	0.001	0.142
Si	9.668	8.745	3.917	0.045	0.032	0.109
Si	13.535	8.745	3.917	-0.025	0.097	0.329
Si	1.925	6.418	4.339	-0.005	-0.008	-0.003
Si	5.778	6.417	4.301	0.001	-0.006	-0.002
Si	9.698	6.417	4.318	-0.009	-0.008	-0.008
Si	13.56	6.411	4.325	-0.003	0.001	-0.006
Si	-0.005	12.823	4.333	-0.003	-0.007	-0.002
Si	3.877	12.818	4.321	0.002	-0.007	-0.004
Si	7.723	12.82	4.331	0.001	-0.005	-0.009
Si	11.601	12.826	4.328	0.001	-0.004	-0.008
Si	0.002	5.836	5.607	-0.003	0.017	0.004
Si	3.862	5.851	5.574	0.008	0.012	-0.004
Si	7.728	5.826	5.469	0.013	0.02	0.017
Si	11.641	5.865	5.575	-0.003	0.005	-0.005
Si	1.945	12.189	5.514	0.003	0.002	0.001
Si	5.793	12.2	5.566	-0.001	0.012	0.005
Si	9.664	12.231	5.541	-0.001	0.003	0.01
Si	13.526	12.257	5.582	-0.001	-0.001	-0.009
Si	0.002	3.495	5.999	-0.006	-0.001	-0.009
Si	3.825	3.51	5.947	0.007	-0.006	-0.014
Si	7.739	3.502	5.937	-0.008	0.014	-0.011
Si	11.611	3.528	5.996	-0.012	0.014	-0.014
Si	1.904	9.875	6.02	-0.006	0.008	-0.002
Si	5.745	9.89	6.015	0	-0.004	-0.002
Si	9.658	9.908	5.998	0.016	0.009	-0.017
Si	13.503	9.925	6.034	0.007	0.005	-0.013
Si	1.938	2.828	7.203	0.004	0.003	-0.004
Si	5.774	2.803	7.028	0.002	-0.003	-0.003
Si	9.65	2.918	7.19	0.012	-0.023	0.012
Si	13.54	2.965	7.266	-0.002	0.006	-0.013
Si	-0.038	9.337	7.3	0	-0.015	-0.009
Si	3.81	9.355	7.339	0.003	-0.017	-0.009
Si	7.704	9.341	7.21	-0.009	-0.013	0.007
Si	11.565	9.4	7.334	-0.003	-0.02	-0.022
Si	-0.035	6.999	7.7	0.014	0	0.009
Si	3.89	7.012	7.65	-0.013	0.012	-0.008
Si	7.732	6.986	7.493	0.001	-0.03	-0.056
Si	11.681	7.047	7.639	0.002	0.006	-0.001
Si	1.994	13.322	7.554	-0.003	-0.012	-0.013
Si	5.772	13.356	7.625	-0.033	-0.013	-0.014
Si	9.659	13.43	7.566	-0.039	0.008	-0.006
Si	13.529	13.47	7.623	0.007	-0.033	0.016
Si	1.951	6.295	8.774	-0.004	0.001	-0.024
Si	5.853	6.259	8.745	0.041	0.024	0.094
Si	9.696	6.351	8.615	-0.017	0.007	0.075
Si	13.514	6.408	9.002	-0.003	-0.004	-0.007
Si	0.035	12.818	8.73	-0.013	0.013	0.002
Si	3.859	12.76	8.923	0.022	-0.01	-0.009
Si	7.737	12.903	8.838	0.055	-0.068	0.014
Si	11.575	12.932	8.843	0.017	-0.012	-0.004
Si	1.953	4.039	9.23	0.003	-0.001	0.032
Si	5.81	3.929	9.022	0.005	0.006	0.012
Si	9.625	4.106	9.235	-0.012	0.024	-0.022
Si	13.526	4.08	9.381	0.001	0.013	0.029
Si	-0.087	10.562	9.356	0.001	0.003	-0.006
Si	3.744	10.431	9.518	0.011	0.011	-0.006
Si	7.651	10.585	9.236	-0.041	0.145	-0.047
Si	11.488	10.673	9.398	0	0.025	-0.019
Si	0.053	3.519	10.567	-0.009	-0.045	-0.039
Si	3.962	3.538	10.398	-0.022	-0.043	-0.026
Si	7.637	3.539	10.422	-0.007	-0.039	-0.002
Si	11.512	3.525	10.542	0.017	-0.038	-0.01
Si	1.69	10.219	10.888	-0.013	-0.018	0.023
Si	5.826	9.719	10.42	0.043	-0.065	-0.051
Si	9.496	10.234	10.629	0.026	0.006	0.087
Si	13.422	10.306	10.686	0.004	-0.018	0.05
Si	0.381	1.239	10.665	0.01	0.033	-0.017
Si	3.531	1.256	10.879	-0.022	0.039	-0.007
Si	8.025	1.257	10.886	0.023	0.035	-0.03
Si	11.183	1.245	10.892	-0.006	0.032	-0.021
Si	1.247	7.223	11.713	-0.021	0.015	-0.014
Si	6.791	7.503	10.478	-0.108	-0.052	-0.077
Si	9.19	7.218	10.683	0.025	0.038	-0.05
Si	13.583	7.209	11.255	-0.008	0	0.024
O	9.572	0.151	26.587	-0.008	0.003	0.003
O	1.853	0.469	26.423	0	0.005	0.006
O	11.745	4.582	24.516	-0.018	-0.009	-0.015
O	3.775	6.345	26.844	0.015	0.002	-0.004
O	-0.348	6.834	11.743	0.045	0.003	-0.011
O	1.454	8.823	11.708	-0.001	-0.006	-0.02
O	9.603	13.839	11.335	-0.013	-0.003	0.009
O	1.927	13.905	11.249	0.015	0	0.004
O	4.397	13.546	12.181	0.02	-0.006	0.021
O	13.472	11.332	11.981	0.002	0	-0.017
O	2.037	6.642	12.995	0.011	-0.01	0.013
O	6.498	7.314	12.106	0.016	0.023	0.034
O	12.434	6.564	12.245	-0.031	-0.019	0.003
O	1.522	11.246	12.178	-0.005	-0.001	0.017
O	14.779	13.612	11.814	-0.018	-0.014	-0.007
O	7.053	13.574	12.117	-0.043	0.002	0.023
O	9.034	10.971	12.046	-0.002	-0.017	-0.012
O	4.395	4.441	11.755	0.018	0.014	0.017
O	7.154	4.396	11.79	-0.03	0.012	0.022
O	0.122	3.947	12.181	0.005	0.013	0.054
O	9.734	6.261	11.915	0.031	0.002	0.017
O	12.092	13.565	12.174	0.03	-0.012	0.017
O	5.795	9.882	12.106	-0.008	0.005	0.086
O	11.386	4.181	12.071	-0.004	0.03	0.024
O	10.297	2.941	26.074	0.006	-0.002	-0.023
O	8.995	6.345	25.356	-0.023	-0.005	-0.022
O	0.334	9.612	26.086	0.001	-0.02	-0.013
O	6.955	0.469	25.868	-0.032	0.037	-0.007
O	7.864	9.52	25.95	-0.008	-0.016	-0.039
O	4.312	0.887	25.232	0.028	0.011	-0.015
O	14.042	7.655	26.098	0.011	0	0.005
O	12.097	0.453	25.767	0.006	0.006	0.012
O	1.217	7.063	26.102	-0.012	0.016	0.009
O	2.211	3.603	25.786	0.001	-0.009	-0.053
O	11.532	9.617	25.8	0	-0.034	-0.069
O	3.738	8.975	26.137	0.009	-0.072	-0.021
O	5.828	7.497	25.691	-0.013	0	-0.002
O	14.737	0.241	25.959	-0.027	0.017	0.001
O	5.871	2.865	26.019	0.005	-0.006	-0.007
O	13.535	2.529	26.575	0.001	0.033	0.033
Si	16.897	2.601	21.786	0.01	0.006	-0.002
Si	2.304	6.973	20.016	-0.001	-0.002	0.005
Si	14.625	7.719	20.016	-0.004	0.003	0.005
Si	6.387	11.935	15.177	0.017	0.006	0.009
Si	14.913	12.849	17.854	0	0.002	-0.006
Si	1.686	1.467	19.208	0.004	-0.002	-0.007
Si	12.65	5.142	23.246	-0.004	0.005	-0.002
Si	3.344	6.412	22.962	-0.017	0.005	0.002
Si	8.702	10.529	13.596	-0.002	-0.004	0
Si	11.92	13.108	17.33	0	-0.003	0.002
Si	-1.277	9.384	14.994	0.004	0.004	0.004
Si	7.363	9.823	24.418	-0.007	-0.006	0.013
Si	6.479	12.614	18.282	-0.001	0	0.004
Si	13.524	12.869	12.518	-0.014	0.003	0.004
Si	14.094	5.398	18.175	-0.001	0.004	-0.002
Si	5.741	13.992	13.013	0.014	0.015	-0.003
Si	6.113	5.965	22.209	-0.004	0	-0.005
Si	2.748	9.19	18.053	-0.004	0.002	0.002
Si	5.186	6.556	14.757	0.006	0.005	0.011
Si	10.517	3.476	24.542	0.005	0.012	0.029
Si	7.017	1.404	22.246	-0.015	0.005	0.005
Si	10.382	14.339	19.539	-0.004	0	-0.002
Si	13.507	1.243	25.607	0.019	-0.027	0.006
Si	6.362	8.649	13.054	0.008	-0.006	-0.054
Si	-0.576	6.402	15.309	-0.01	-0.003	0.013
Si	3.505	11.975	18.148	0.008	0.006	0.007
Si	11.092	5.686	12.633	0.016	0.011	0.003
Si	7.141	8.709	21.73	0.002	0.001	0.002
Si	8.502	5.6	23.982	0.006	0.009	0.005
Si	10.044	8.17	17.088	0.006	0.002	0.002
Si	15.253	0.789	14.769	-0.02	-0.004	0.002
Si	5.849	1.473	25.179	-0.021	-0.036	-0.002
Si	0.069	8.09	25.572	-0.019	-0.011	0.007
Si	15.248	9.774	17.905	-0.006	0.002	-0.001
Si	11.577	9.193	24.219	0.004	0.009	0.01
Si	11.736	3.292	17.526	0	-0.001	0.005
Si	1.41	4.317	19.332	-0.005	0.001	0.003
Si	3.756	10.526	15.633	-0.005	-0.003	0.011
Si	7.399	11.48	20.926	0	-0.002	-0.006
Si	7.374	2.314	19.529	-0.001	-0.002	0.001
Si	14.556	2.907	23.318	-0.017	-0.004	0.007
Si	14.078	7.9	23.169	0.01	0.01	0.003
Si	10.632	6.936	22.493	0.004	-0.009	-0.007
Si	7.622	6.583	16.714	-0.003	0.003	0.007
Si	1.761	3.988	24.256	0.006	0.004	0.013
Si	10.273	5.509	15.777	0.011	-0.004	-0.011
Si	4.756	8.493	24.947	0.019	0.004	-0.01
Si	9.483	11.278	23.026	0.009	-0.007	0.003
Si	7.719	5.346	19.528	-0.007	-0.005	0.003
Si	9.514	7.576	20.041	0.003	0.005	0.004
Si	2.159	5.949	14.466	0	0.006	0.005
Si	0.26	3.881	13.81	-0.013	-0.011	-0.002
Si	1.254	11.095	13.8	-0.009	0.007	-0.005
Si	11.33	10.541	15.454	-0.001	0.002	0.004
Si	10.178	1.277	22.535	0.013	-0.007	-0.002
Si	5.761	4.254	12.665	0.016	-0.011	-0.001
O	10.842	6.844	16.541	-0.007	0.008	0.001
O	13.011	4.194	18.005	0.001	0.003	-0.002
O	15.467	2.366	14.368	0.005	0.011	-0.011
O	14.319	9.555	16.603	0.004	0.001	0.003
O	2.717	7.014	21.585	-0.006	0.003	-0.019
O	10.912	1.313	21.072	-0.004	-0.001	0
O	10.858	4.155	16.46	0	0.001	-0.005
O	7.758	11.594	14.377	-0.014	-0.003	-0.002
O	0.13	1.012	18.962	0.001	0.002	0
O	13.697	1.782	24.103	0.023	0.026	-0.02
O	6.714	12.699	21.767	0.005	-0.004	-0.002
O	15.586	3.828	24.23	-0.005	-0.013	-0.013
O	5.754	0.427	14.457	-0.001	-0.002	-0.01
O	11.032	7.683	23.884	-0.003	-0.009	-0.003
O	10.103	8.243	18.704	-0.003	-0.003	0
O	2.674	0.471	18.461	0	-0.002	-0.005
O	5.995	7.58	21.937	0	0	0.002
O	8.63	5.498	15.968	-0.007	0.006	-0.001
O	6.509	10.145	21.271	-0.001	0.003	0.003
O	-0.294	0.674	16.385	-0.003	-0.001	0.012
O	6.926	5.572	23.586	-0.006	0.001	0.004
O	11.532	12.026	16.154	0	0.005	-0.002
O	0.719	7.302	19.986	0.004	0.002	0
O	6.191	1.737	23.607	0.009	-0.001	-0.006
O	6.603	2.369	20.983	0.002	0.002	-0.002
O	8.143	11.224	24.011	0.01	0.002	-0.006
O	5.291	10.704	15.07	0	0.002	-0.013
O	15.514	4.715	18.561	0.005	-0.001	0.001
O	6.54	14.247	18.446	-0.002	0	-0.004
O	14.208	6.205	16.763	-0.003	-0.002	0.002
O	6.789	12.229	16.731	-0.001	-0.001	-0.007
O	10.797	13.119	18.526	-0.001	0.002	0
O	2.904	10.623	18.828	-0.001	0.003	-0.004
O	-1.21	7.771	14.637	0.001	0	-0.013
O	16.64	3.98	20.925	0.003	0.004	-0.007
O	3.844	7.699	23.856	-0.007	-0.009	-0.002
O	6.154	6.621	16.049	0.014	0.001	0.003
O	10.914	2.922	18.896	0	-0.001	0
O	10.154	10.52	14.326	0.004	0.007	-0.006
O	9.214	5.956	19.865	0.005	0.009	0
O	8.935	11.213	21.473	-0.006	0.002	-0.005
O	12.091	1.846	16.798	-0.002	0.002	-0.007
O	8.454	8.016	16.65	-0.006	-0.006	-0.005
O	10.787	5.593	14.228	-0.01	-0.002	-0.004
O	9.079	4.081	24.058	0.005	-0.001	0.008
O	4.599	5.454	22.513	0.009	-0.005	0.001
O	14.481	9.133	19.198	0.001	0.002	0
O	13.588	6.406	23.653	-0.004	-0.007	0.004
O	1.774	4.356	14.274	0.006	0.001	-0.008
O	7.876	8.82	23.214	0	-0.005	-0.012
O	7.844	9.105	13.625	0.004	0.013	0
O	13.314	12.685	18.064	0.003	0.002	-0.003
O	13.11	9.147	23.649	0.001	-0.001	0.002
O	14.68	5.015	14.423	0.001	0.008	-0.008
O	15.421	2.071	22.231	-0.002	0.002	0.003
O	2.611	10.451	14.471	0.007	0.003	-0.007
O	10.943	2.317	23.51	-0.004	-0.011	-0.01
O	1.012	12.636	14.303	0.001	-0.002	-0.007
O	5.003	12.125	18.72	-0.013	0	-0.013
O	-1.734	6.515	19.33	-0.001	-0.001	-0.001
O	2.324	2.922	23.124	-0.006	-0.006	-0.014
O	5.759	5.343	13.846	-0.006	0.011	0
O	8.776	14.345	19.675	0.002	0.002	0
O	6.754	5.353	20.843	0.006	0.001	-0.008
O	5.734	2.761	13.323	-0.005	-0.018	-0.026
O	7.227	6.242	18.263	0	0.002	-0.009
O	10.314	12.65	23.234	-0.007	0.017	-0.005
O	11.607	5.68	22.128	-0.008	0.004	0.007
O	5.703	9.735	24.381	-0.004	0.003	0.007
O	3.469	11.868	16.521	-0.001	-0.001	0
O	10.594	10.155	23.364	-0.009	0.009	0.005
O	12.702	10.021	14.702	-0.003	-0.002	-0.006
O	15.514	8.106	23.934	-0.011	0.002	-0.024
O	-0.062	10.17	14.197	-0.005	-0.001	0.001
O	10.811	9.504	16.599	-0.003	-0.005	-0.004
O	8.6	14.48	22.51	0.003	-0.001	0.004
O	3.629	6.206	15.104	-0.006	0.001	-0.011
O	7.468	11.813	19.324	0	0.001	-0.003
O	10.64	7.88	21.179	-0.003	0.003	-0.007
O	3.649	9.236	16.667	0.002	0.001	-0.007
O	1.964	2.964	18.611	0.001	0.005	-0.002
O	5.28	8.08	14.138	-0.021	-0.012	0.006
O	3.17	8.02	19.103	-0.002	0.001	-0.001
O	13.529	3.945	22.602	0.009	-0.009	0.004
O	7.706	3.807	18.998	0	0.004	-0.003
O	11.516	6.734	26.597	-0.03	-0.024	-0.003
O	14.169	7.956	21.554	0.003	-0.003	-0.01
O	13.845	13.036	14.115	0.025	0.013	0.01
O	8.132	8.288	20.517	0.005	-0.005	-0.004
O	2.514	5.514	19.298	-0.004	0.005	0.003
O	15.56	11.366	18.067	-0.001	0.003	-0.002
O	9.135	6.355	22.691	0.005	0.005	-0.007
O	1.186	9	17.634	0.004	0.002	-0.004
O	1.047	6.612	15.469	0.003	0.003	-0.007
O	17.533	1.471	20.809	0.001	-0.004	0.002
O	2.288	5.482	23.814	0.004	0.003	0.001
O	9.196	6.974	27.834	0.029	-0.01	-0.011
O	13.4	8.823	11.391	0	0.025	-0.022
O	3.701	11.417	26.321	-0.015	-0.051	-0.054
O	6.228	5.268	26.891	0.008	0.01	-0.002
O	4.135	13.426	27.84	0.047	-0.047	0
O	2.013	6.727	10.377	-0.007	0.025	0.024
O	13.682	5.166	26.845	-0.007	-0.042	0.033
O	9.851	8.68	11.056	-0.013	-0.031	-0.022

Results
free energy: -249725.846 eV
free energy less fixed offsets of O -568.88, Si -635.61 eV per atom: -6.086 eV

The program warned: the cutoff lies below the one the program advises for these potential files; the forces do not sum to zero within the program's tolerance; the exchange-correlation potential is rough where the density is thin.
